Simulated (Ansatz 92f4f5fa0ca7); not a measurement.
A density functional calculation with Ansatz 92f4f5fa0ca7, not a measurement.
Periodic cell of 216 atoms, Si120O64H32, with a vacuum gap, from a study of silicon, its oxide and their interface. The atomic structure is a simulated model.

Settings: functional r2SCAN; potential files Ansatz PAW; basis plane waves; wave-function cutoff 800 eV; density cutoff ratio 5; exchange-correlation grid ratio 1; k mesh 1 x 1 x 1, shifted by 0.5 0.5 0 of a step; self-consistency stop 1e-11 eV per atom in the density residual; occupations fixed; spin none; net charge 0; applied field sawtooth along c, amplitude +0.015 V/angstrom in the program's sign convention, ramp centred at 0.9875 of c and 0.0250 of c wide, no dipole correction.

Cell vectors (angstrom)
a  10.888  0  0
b  0  10.888  0
c  0  0  39.993

Atoms: element, x, y, z (angstrom)
Si  0.2621  -0.4021  26.4932
Si  2.5901  2.8278  26.1211
Si  0.3412  5.0895  26.1779
Si  2.6231  8.4089  26.3077
Si  5.8269  -0.3182  26.2841
Si  7.9167  3.041  26.1859
Si  5.679  5.2102  26.6883
Si  7.9026  8.2218  26.4307
Si  1.4391  1.3088  27.5715
Si  4.0494  3.9205  27.6683
Si  1.4694  6.7072  27.5073
Si  4.1848  9.5244  27.6439
Si  6.942  1.3124  27.5339
Si  9.599  4.0448  27.5419
Si  6.8528  6.7667  27.9141
Si  9.5415  9.3534  27.7107
Si  0.03  2.6544  28.9315
Si  2.8121  0.0052  28.9836
Si  0.0713  8.0041  28.9768
Si  2.7598  5.386  28.9804
Si  5.4956  2.5901  28.9558
Si  8.2449  -0.0312  28.9858
Si  5.429  8.1515  29.1077
Si  8.3194  5.3881  29.0563
Si  1.3616  4.0487  30.318
Si  4.1384  1.3252  30.3879
Si  1.4026  9.4823  30.2779
Si  4.0709  6.7556  30.3881
Si  6.842  4.0221  30.2977
Si  9.5785  1.3243  30.3438
Si  6.8362  9.5398  30.3699
Si  9.6171  6.7494  30.4262
Si  0.0438  -0.0459  31.6798
Si  2.7457  2.7142  31.6946
Si  0.0474  5.3866  31.7549
Si  2.7133  8.1428  31.7016
Si  5.4708  -0.022  31.7488
Si  8.1802  2.6804  31.6819
Si  5.4806  5.4006  31.6863
Si  8.2038  8.1542  31.7093
Si  1.3697  1.3484  33.0474
Si  4.091  4.0863  33.0693
Si  1.3671  6.8043  33.0813
Si  4.0694  9.5102  33.0539
Si  6.8142  1.366  33.0765
Si  9.5079  4.0567  33.0508
Si  6.8103  6.7948  33.0509
Si  9.5454  9.5293  33.0741
Si  -0.0254  2.714  6.9076
Si  2.7184  -0.0084  6.9266
Si  0.0043  8.1627  6.9486
Si  2.7259  5.4653  6.9419
Si  5.4476  2.728  6.9433
Si  8.1661  0.0148  6.9388
Si  5.4233  8.164  6.9104
Si  8.1627  5.4311  6.9228
Si  1.2993  4.1185  8.2497
Si  4.0584  1.3726  8.278
Si  1.345  9.5503  8.3083
Si  4.0554  6.8525  8.3024
Si  6.7905  4.1074  8.3075
Si  9.4952  1.4043  8.3021
Si  6.7585  9.5506  8.2578
Si  9.5099  6.8016  8.2779
Si  -0.0343  0.0461  9.6323
Si  2.6482  2.7541  9.5645
Si  -0.0426  5.4567  9.6791
Si  2.6944  8.2066  9.7008
Si  5.4077  0.0195  9.6551
Si  8.1449  2.7673  9.7038
Si  5.4192  5.4967  9.6272
Si  8.1192  8.1775  9.5687
Si  1.3032  1.448  10.9744
Si  3.9702  4.1489  10.8783
Si  1.291  6.8491  11.0387
Si  4.048  9.5908  11.0682
Si  6.7409  1.3989  11.0209
Si  9.4846  4.1413  11.1069
Si  6.7888  6.8639  10.9741
Si  9.429  9.5689  10.9001
Si  -0.0273  2.7623  12.4487
Si  2.6614  0.1255  12.3639
Si  -0.1311  8.2543  12.2967
Si  2.6796  5.4765  12.3497
Si  5.2844  2.7968  12.2336
Si  8.0983  -0.0045  12.3386
Si  5.4656  8.2283  12.3756
Si  8.0965  5.5426  12.434
Si  1.5822  3.9313  13.7467
Si  3.7917  1.7239  13.6976
Si  1.0232  9.8458  13.5468
Si  4.3076  6.6183  13.5952
Si  6.3944  4.3445  13.5442
Si  9.6811  1.0939  13.6435
Si  6.9799  9.3904  13.7939
Si  9.218  7.1967  13.7292
Si  -25.1362  -15.4973  19.8054
Si  4.1511  -15.0666  24.3575
Si  -18.856  8.5237  15.6736
Si  35.2087  -5.6365  22.4227
Si  5.506  19.3197  19.4174
Si  -13.0958  10.8914  21.4584
Si  6.324  1.8061  21.6276
Si  -21.9023  11.3173  23.6799
Si  -2.4969  14.5219  23.2307
Si  -22.2755  16.0226  15.5877
Si  20.075  -4.5164  24.1311
Si  5.1282  -4.45  21.581
Si  -23.1248  -2.9597  21.4428
Si  24.0123  -0.6991  22.342
Si  -8.7115  22.0628  19.4108
Si  10.5248  -30.8897  19.7212
Si  -34.4899  14.9837  18.06
Si  -17.513  33.7868  23.9237
Si  -5.7722  21.7146  15.9335
Si  -5.6876  0.6249  18.9869
Si  -9.3176  18.5232  21.0415
Si  13.6161  -13.5472  18.4448
Si  19.1853  -7.8501  15.4376
Si  0.4662  13.8497  22.463
O  8.1097  -13.4883  14.2767
O  -5.9333  7.8479  20.8148
O  -10.7784  8.2797  20.8537
O  17.7529  9.3633  25.8522
O  -9.4627  17.1679  21.888
O  6.8717  14.3016  14.8072
O  -5.5747  11.2826  24.91
O  -4.4413  38.4144  20.9179
O  19.7449  -9.2922  14.9813
O  -15.0476  15.0443  26.0078
O  -2.5587  2.7505  24.6113
O  9.4558  11.4161  22.7662
O  -5.8194  12.7041  22.6772
O  5.6684  10.0416  19.5444
O  -14.6194  0.4293  21.7323
O  -1.5267  11.5949  20.1493
O  -0.0793  21.7928  14.1558
O  -7.497  -8.6895  24.809
O  3.8726  -5.4958  21.4697
O  -10.0703  -0.7449  23.1132
O  -19.6398  11.106  21.0226
O  -0.8777  6.6132  15.0518
O  3.7131  7.3531  14.9161
O  -14.9474  18.4388  19.0339
O  13.0432  -1.1986  18.8046
O  5.3525  5.4691  14.1331
O  14.4886  11.821  18.9973
O  -9.9103  26.4566  15.0931
O  8.1634  5.214  23.5922
O  -8.6613  29.6245  16.9723
O  0.3985  13.2054  21.0113
O  -16.1915  -10.3279  17.3817
O  4.5588  1.1476  15.0156
O  -27.4702  6.8997  23.1339
O  4.343  -13.6216  18.3392
O  11.5608  1.8327  23.6028
O  -0.5609  -10.7374  25.1932
O  3.9143  31.5181  16.0887
O  5.8367  -9.1369  20.0334
O  -9.183  -1.7944  14.8056
O  -13.0996  -1.6019  21.3555
O  -18.4168  -2.8654  24.8823
O  13.914  -16.1445  23.9157
O  19.7488  28.5727  20.5311
O  12.3119  20.3507  25.9313
O  13.581  -8.0633  14.2431
O  1.8155  14.723  22.4808
O  2.186  7.2439  19.5978
O  -23.0082  -3.5388  22.9383
O  9.3552  -28.5436  14.858
O  -1.0274  -18.7225  18.9952
O  33.5115  -20.7069  18.8767
O  8.0278  15.9554  18.8502
O  -11.6416  4.9807  17.1882
O  -5.875  -15.6253  25.5623
O  6.3463  -0.7927  15.1435
O  -13.3409  7.3209  25.1904
O  -0.9695  3.6651  22.6788
O  -18.4392  10.8325  23.3173
O  13.4109  -13.1084  21.8635
O  -2.6859  3.1774  17.0364
O  1.4319  14.8237  25.6924
O  -3.5507  13.9161  22.115
O  -0.3889  -48.7374  24.8352
H  0.5391  2.1613  33.9798
H  2.189  0.5241  33.9798
H  3.2734  4.9123  34.0017
H  4.9123  3.264  34.0017
H  0.544  7.6248  34.0138
H  2.1949  5.9886  34.0138
H  3.2532  10.3376  33.9864
H  4.8936  8.6908  33.9864
H  7.6362  0.5444  34.0089
H  5.991  2.1864  34.0089
H  10.3333  3.2385  33.9832
H  8.695  4.8873  33.9832
H  7.6287  5.9696  33.9833
H  5.9832  7.6113  33.9833
H  8.7218  10.3494  34.0065
H  10.3612  8.7015  34.0065
H  0.8051  1.901  5.9752
H  -0.8509  3.5321  5.9752
H  3.5347  -0.8357  5.9941
H  1.8991  0.8158  5.9941
H  -0.8115  8.9904  6.0162
H  0.8274  7.3422  6.0162
H  1.8981  6.2811  6.0094
H  3.5436  4.6393  6.0094
H  6.2708  1.9076  6.0109
H  4.6263  3.5503  6.0109
H  7.3441  0.8364  6.0064
H  8.9896  -0.8053  6.0064
H  4.5992  8.9835  5.978
H  6.2504  7.3475  5.978
H  8.9757  4.6005  5.9903
H  7.3443  6.2563  5.9903

Results
free energy: -113760.771 eV
free energy less fixed offsets of H -15.71, O -570.45, Si -639.56 eV per atom: -2.051 eV

Forces (eV/angstrom), in the order of the atoms: element, x, y, z
Si  0.002  -0.0022  0.0248
Si  -0.0028  0.0017  0.0388
Si  -0.003  0.0021  0.0268
Si  0.0017  -0.0021  0.0308
Si  -0.0014  -0.0023  0.0267
Si  -0.001  0.0008  0.032
Si  0.0013  -0.0004  0.0188
Si  -0.0004  -0.0006  0.0296
Si  -0.0066  -0.0054  -0.0151
Si  0.0044  0.0072  -0.0134
Si  0.0042  0.003  -0.0137
Si  -0.0017  -0.0033  -0.0191
Si  0.0025  0.0003  -0.0136
Si  0.0004  -0.0008  -0.0172
Si  -0.0056  -0.0053  -0.0168
Si  0.003  0.0026  -0.0125
Si  0.001  0.0056  0.0057
Si  0.0194  -0.0002  0.0113
Si  -0.0062  -0.0133  0.0098
Si  -0.0005  0.0008  0.0087
Si  -0.0035  -0.0145  0.0042
Si  -0.0059  -0.0026  0.0115
Si  0.0033  -0.0017  0.013
Si  0.0114  0.0086  0.0039
Si  -0.0046  0.008  0.0222
Si  -0.0058  0.001  0.011
Si  -0.0106  0.0059  0.0286
Si  0.0033  -0.0004  0.0121
Si  -0.0078  0.0177  0.0289
Si  -0.0026  0.0022  0.0138
Si  -0.0035  0.0044  0.0162
Si  -0.0121  0.0043  0.0056
Si  0.0027  -0.0015  0.1919
Si  0.0129  -0.0139  0.1754
Si  0.02  -0.017  0.1778
Si  0.0276  -0.0215  0.1947
Si  0.0148  -0.0161  0.1727
Si  0.0286  -0.031  0.1969
Si  0.0067  -0.0074  0.1853
Si  0.0147  -0.0202  0.1646
Si  0.1394  -0.0787  0.1884
Si  0.0664  -0.1125  0.1944
Si  0.0422  -0.1578  0.4125
Si  0.1409  -0.0836  0.3887
Si  0.0582  -0.1362  0.3716
Si  0.1768  -0.0754  0.4092
Si  0.1205  -0.0568  0.2054
Si  0.0737  -0.1104  0.2056
Si  -0.1135  0.2559  -0.3257
Si  -0.0498  0.0528  -0.2721
Si  -0.018  0.0393  -0.2656
Si  -0.2526  0.0694  -0.2897
Si  -0.0587  0.021  -0.2473
Si  -0.1882  0.1033  -0.2754
Si  -0.1088  0.2118  -0.3304
Si  -0.0269  0.0472  -0.2712
Si  -0.0132  0.0222  -0.1689
Si  -0.0187  0.019  -0.1644
Si  -0.0084  0.0061  -0.1812
Si  -0.0362  0.0365  -0.198
Si  0.0083  -0.0079  -0.1845
Si  -0.0359  0.0238  -0.1948
Si  -0.0215  0.0239  -0.1707
Si  -0.0021  -0.001  -0.1706
Si  0.016  -0.006  -0.0147
Si  0.001  -0.0071  -0.0049
Si  0.0074  -0.0119  -0.02
Si  -0.0002  -0.0017  -0.023
Si  0.0085  -0.0086  -0.0142
Si  0.0018  -0.0004  -0.0229
Si  0.0022  -0.0162  -0.0183
Si  0.0063  0.0054  -0.0108
Si  0.0057  0.0093  -0.0037
Si  -0.0097  -0.0078  -0.0038
Si  -0.005  -0.0045  -0.0052
Si  0.0016  0.0065  -0.0111
Si  -0.0055  -0.0028  -0.011
Si  0.0042  0.0068  -0.0116
Si  0.0011  0.0113  -0.0078
Si  -0.0118  -0.0028  -0.0098
Si  0.0022  -0.0056  0.0119
Si  -0.0096  0.0005  0.0099
Si  0.0014  0.0077  0.0116
Si  0.0073  -0.002  0.0138
Si  0.0004  0.0094  0.0147
Si  0.0064  -0.0037  0.0141
Si  0.002  -0.0072  0.0085
Si  -0.0063  -0.0045  0.0126
Si  -0.0032  0.0033  0.0106
Si  0.0025  -0.0019  0.0087
Si  0.0054  -0.0048  0.0208
Si  -0.0057  0.0032  0.0102
Si  -0.0001  -0.0078  0.0179
Si  -0.0048  0.0039  0.0175
Si  -0.0009  0.005  0.0096
Si  0.004  0.0011  0.016
Si  -0.0017  0.0068  0.0382
Si  0  0.0065  0.0481
Si  -0.0028  -0.001  0.0473
Si  0.0035  -0.0017  0.041
Si  0.0042  -0.0047  0.0321
Si  0.0012  0.001  0.0345
Si  0.0035  0.0074  0.0399
Si  -0.0009  -0.0015  0.0395
Si  -0.0001  0.0013  0.0395
Si  -0.0102  -0.0116  0.0376
Si  0.0009  -0.0018  0.0454
Si  -0.0077  -0.0049  0.0416
Si  0.0031  -0.0005  0.0382
Si  0.0016  0.0004  0.0468
Si  -0.006  0.0035  -0.0141
Si  0.0041  -0.0099  0.0445
Si  -0.0033  -0.0006  0.0573
Si  0.003  -0.0002  0.0486
Si  -0.004  0.0004  0.0561
Si  -0.0009  0.0064  0.058
Si  -0.0046  -0.0006  0.0395
Si  0.0002  0.0004  0.0529
Si  0.0049  0.0035  0.0235
Si  -0.0015  0.0039  0.0331
O  -0.0007  -0.003  0.0024
O  0.0024  0.012  -0.0239
O  0.0035  0.0004  -0.0125
O  0.002  0.0011  -0.0003
O  -0.0017  0.0074  -0.0153
O  -0.0066  0.0078  -0.0191
O  -0.0088  0.0077  -0.0267
O  0.0088  0.0025  -0.0187
O  0.0076  -0.0084  -0.0216
O  0.0042  -0.0033  -0.0126
O  0.0038  0.0019  -0.0289
O  -0.0102  -0.0013  -0.0198
O  0.01  0.0022  -0.0267
O  -0.0038  0.0073  -0.0145
O  -0.0003  -0.0016  -0.0119
O  0.0054  0.0066  -0.0161
O  -0.001  0.0014  -0.0211
O  0.0043  -0.0067  -0.0183
O  0.0055  0.0021  -0.0142
O  0.0058  -0.0028  -0.0138
O  0.0006  0.0052  -0.0558
O  -0.0078  0.0104  -0.0265
O  0.0092  -0.0113  -0.0232
O  0.0002  0.0026  -0.0163
O  0.003  -0.0077  -0.0232
O  0  0.0014  -0.011
O  0.0068  0.0002  -0.0199
O  0.0104  -0.0068  -0.0234
O  -0.002  -0.0041  -0.0091
O  0.0003  0.0009  -0.0385
O  -0.0045  -0.0059  -0.0286
O  -0.0003  -0.0063  -0.041
O  -0.0092  0.0109  -0.0288
O  0.0063  -0.0014  -0.0269
O  -0.0054  0.0005  -0.0156
O  0  0.0047  -0.0151
O  -0.0012  0.0054  -0.032
O  0.0019  0  -0.0124
O  -0.0065  -0.007  -0.0288
O  -0.0095  0.0055  -0.0209
O  -0.0013  -0.0003  -0.0121
O  0.0061  -0.0073  -0.0239
O  -0.0062  -0.0073  -0.0201
O  -0.0088  -0.0076  -0.0142
O  -0.0015  0.0016  -0.0189
O  -0.0003  -0.0002  -0.0195
O  -0.0002  0.0003  -0.0051
O  0.006  0.0028  -0.0234
O  0.0024  0.0091  -0.0275
O  0.0005  0.0011  -0.0157
O  -0.0095  0.0157  -0.0296
O  0.0015  0.0004  -0.0207
O  0.0099  -0.0122  -0.0194
O  0.0104  0.006  -0.0348
O  -0.0108  0.008  -0.0298
O  0.0121  -0.0112  -0.031
O  0.0072  -0.0069  -0.0271
O  0.0051  -0.0031  -0.0169
O  -0.0081  -0.0069  -0.0152
O  -0.0017  -0.005  -0.0198
O  -0.005  -0.0049  -0.0352
O  0.0042  -0.0034  -0.0016
O  -0.0072  -0.007  -0.0219
O  -0.0072  0.0042  -0.0194
H  0.252  -0.2797  -0.3143
H  -0.2969  0.3455  -0.2428
H  0.3105  -0.2548  -0.3169
H  -0.335  0.273  -0.2578
H  0.2547  -0.3379  -0.2866
H  -0.2407  0.3825  -0.2245
H  0.2907  -0.317  -0.2796
H  -0.3392  0.2588  -0.2295
H  -0.2851  0.3155  -0.2374
H  0.3352  -0.2459  -0.2925
H  -0.3657  0.2354  -0.2131
H  0.2758  -0.3161  -0.2899
H  -0.2963  0.3294  -0.2465
H  0.258  -0.2839  -0.3111
H  0.304  -0.2384  -0.318
H  -0.2981  0.3267  -0.2539
H  -0.2813  0.2401  0.3163
H  0.3048  -0.3705  0.1989
H  -0.3168  0.2997  0.2885
H  0.2736  -0.2966  0.2603
H  0.2747  -0.2901  0.2562
H  -0.2902  0.3299  0.2707
H  0.3749  -0.2911  0.2006
H  -0.2531  0.2834  0.3075
H  -0.2907  0.3083  0.2806
H  0.3026  -0.2777  0.2516
H  0.3379  -0.3095  0.2124
H  -0.2462  0.2849  0.302
H  0.3205  -0.3497  0.2076
H  -0.2849  0.2313  0.3132
H  -0.319  0.3017  0.2837
H  0.2719  -0.2842  0.2642

The program warned: the cutoff lies below the one the program advises for these potential files; the forces do not sum to zero within the program's tolerance; empty levels may hold ghost states of the PAW files; the exchange-correlation potential is rough where the density is thin.
